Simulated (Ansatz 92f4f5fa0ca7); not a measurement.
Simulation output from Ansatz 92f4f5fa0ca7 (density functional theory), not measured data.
Periodic cell of 195 atoms, Si117O78, from a study of silicon, its oxide and their interface. The atomic structure is a simulated model.

Settings: functional r2SCAN; potential files Ansatz norm-conserving; basis plane waves; wave-function cutoff 1300 eV; density cutoff ratio 4; exchange-correlation grid ratio 1; k mesh 2 x 2 x 1, shifted by 0.5 0.5 0.5 of a step; self-consistency stop 5e-08 eV per atom in the density residual; occupations Fermi-Dirac, 0.05 eV; spin none; net charge 0.

Cell vectors (angstrom)
a	11.5403	0	0
b	0	11.5403	0
c	2.6112	3.2896	25.3332

Atoms: element, x, y, z (angstrom)
Si	0.8702	1.0012	1.341
Si	0.4995	7.7427	-2.786
Si	0.4366	8.4792	0.3297
Si	4.1641	-1.1069	0.9055
Si	6.1603	1.6978	2.6714
Si	4.1689	6.3351	0.7923
Si	7.3009	-0.6967	-2.0434
Si	8.1766	2.5468	0.2931
Si	7.2766	8.4594	-0.1971
Si	1.7649	-1.2004	1.2215
Si	0.666	4.5397	1.4646
Si	1.6184	7.3226	3.4927
Si	4.8684	1.1668	-1.3299
Si	4.0438	3.7443	0.3158
Si	4.9661	8.4281	-0.0588
Si	10.0918	0.8973	1.7561
Si	9.6176	2.6051	3.3175
Si	9.5379	10.4262	2.9317
Si	1.3653	2.7361	3.0096
Si	1.7638	6.6916	1.2692
Si	1.654	9.7413	3.4596
Si	4.6012	3.3579	2.5789
Si	5.2942	6.2094	2.9954
Si	5.4326	10.968	2.9559
Si	9.8871	4.4641	1.93
Si	9.5115	6.5175	3.0466
Si	9.8727	8.4305	1.6632
Si	-0.1625	2.6864	4.7538
Si	-0.2868	6.5714	4.6472
Si	-0.2997	10.3978	4.5885
Si	3.2223	2.8445	4.3982
Si	3.546	6.6364	4.5905
Si	3.6172	10.5116	4.4829
Si	7.5758	2.5298	4.4005
Si	7.4353	6.5528	4.2311
Si	7.503	10.4032	4.2244
Si	-0.2193	0.7429	6.0363
Si	-0.237	4.6439	6.0356
Si	-0.3511	8.4986	5.9935
Si	3.4711	0.9042	5.7787
Si	3.3938	4.6755	5.8783
Si	3.6107	8.5888	5.8588
Si	7.5541	0.6857	5.7971
Si	7.448	4.5907	5.632
Si	7.4658	8.4744	5.6229
Si	1.6941	0.7479	7.3661
Si	1.6326	4.6729	7.4556
Si	1.6554	8.5423	7.2652
Si	5.5068	0.8538	6.9751
Si	5.4936	4.5858	6.972
Si	5.5907	8.5395	7.022
Si	9.3517	0.8235	7.3329
Si	9.2806	4.5809	7.2429
Si	9.233	8.4185	7.2465
Si	1.6509	2.6555	8.7637
Si	1.5896	6.6861	8.7084
Si	1.6647	10.3647	8.7516
Si	5.5757	2.7147	8.4031
Si	5.584	6.5592	8.2302
Si	5.3908	10.4822	8.3046
Si	9.3666	2.7601	8.7926
Si	9.2975	6.4684	8.653
Si	9.2424	10.3789	8.5532
Si	-0.1882	2.7337	10.2697
Si	-0.3664	6.5361	10.1768
Si	-0.9859	8.498	11.4016
Si	3.7287	2.6329	9.8732
Si	3.75	6.6498	9.6454
Si	4.2661	0.7855	11.3583
Si	7.3144	2.7946	10.0118
Si	7.2781	6.5402	9.8401
Si	7.2191	10.487	9.7091
Si	10.9458	0.6004	11.3624
Si	10.277	3.8946	14.1617
Si	2.7125	5.22	12.5029
Si	3.7323	10.41	10.0027
Si	4.1978	4.7	10.8097
Si	3.2321	7.5328	12.9573
Si	6.8265	0.7898	11.1528
Si	6.552	4.7517	11.1955
Si	6.8441	8.5484	10.9503
Si	4.2316	9.5238	15.045
Si	4.4477	8.3926	11.0966
Si	2.9377	12.0017	13.4139
Si	11.1134	-1.2315	9.9513
Si	8.4914	9.2468	12.4509
Si	8.7599	11.6066	12.3049
Si	10.212	12.5748	14.7287
Si	2.9323	3.278	14.9523
Si	12.0167	8.9038	13.1253
Si	6.3094	0.8285	17.999
Si	7.4185	4.6717	14.2575
Si	11.896	4.7335	11.6094
Si	8.8872	11.4703	17.0614
Si	0.4995	4.7485	16.318
Si	11.4783	7.4665	20.1686
Si	5.5673	3.4526	16.4553
Si	11.4331	7.6422	16.0409
Si	7.3892	9.2589	15.3713
Si	4.6693	8.4139	22.5837
Si	5.6646	7.9793	19.8384
Si	7.3528	9.5305	21.7534
Si	11.1146	9.5708	18.2877
Si	6.3646	3.696	21.2439
Si	12.3396	4.1482	22.0272
Si	12.2183	-0.3084	13.1491
Si	15.6529	0.6646	19.9936
Si	3.2437	3.462	20.5933
Si	10.2273	9.5411	22.8196
Si	6.8234	5.2734	18.6877
Si	11.1167	6.7093	22.8572
Si	4.3936	6.6462	25.1135
Si	8.3733	6.7225	16.4814
Si	12.5847	4.8176	19.258
Si	12.264	10.0814	20.7967
Si	4.411	10.107	17.9282
Si	7.6548	0.9809	22.2055
O	7.5189	11.117	21.3779
O	6.3222	0.5599	-1.7604
O	8.8232	3.9984	0.7118
O	6.9583	2.053	1.2405
O	8.3776	8.1817	0.9475
O	9.2803	1.3329	0.3479
O	4.8575	2.6769	-0.7157
O	5.7022	4.5757	2.9793
O	8.8834	12.2331	13.8442
O	2.8967	1.7372	14.4549
O	-0.9527	4.5466	15.6267
O	10.8979	4.7794	12.965
O	8.6879	3.7161	13.9903
O	6.8484	5.1079	12.8109
O	0.2819	8.5253	-1.3812
O	1.2508	1.7837	-0.1305
O	15.7815	11.6915	21.5432
O	4.3448	7.1566	23.5513
O	6.0604	1.9875	16.9126
O	14.6638	1.9525	19.9866
O	4.2898	0.1271	-0.2222
O	6.6431	4.5462	22.5958
O	4.6121	7.8492	21.0643
O	12.3265	6.4139	19.287
O	7.6839	2.7636	-1.2502
O	7.9169	5.9228	15.1491
O	6.1282	9.1478	22.7746
O	7.6088	-1.5589	-0.7148
O	11.8673	8.8705	17.0286
O	1.5253	3.7966	15.5364
O	8.2344	8.8045	14.0482
O	13.8749	3.5908	21.9552
O	3.7586	10.7828	14.1483
O	5.8457	9.5032	14.976
O	10.5125	8.3457	19.2026
O	3.6443	9.6842	16.567
O	3.2903	4.2271	13.7046
O	8.0438	10.5981	15.9967
O	1.8412	8.259	12.5294
O	9.8983	10.5051	17.849
O	3.6773	8.1112	14.4432
O	0.9223	6.2235	-2.4375
O	7.5909	7.3297	-1.3367
O	7.9099	0.6333	18.1612
O	11.3533	3.1485	22.8053
O	6.7544	2.1513	21.5419
O	3.9834	3.4195	16.1737
O	11.4246	-0.0381	14.6166
O	15.1022	11.0182	18.9982
O	6.2977	3.8484	15.0754
O	12.1312	10.467	19.2105
O	9.9195	7.1889	16.4164
O	7.1903	4.2816	19.9403
O	10.8125	10.2787	21.4936
O	8.1096	5.8377	17.8424
O	0.4781	4.2527	17.8628
O	7.4703	8.0748	16.4975
O	0.8631	6.3402	16.2316
O	11.208	8.2967	23.2499
O	4.7807	3.8192	20.9015
O	11.7695	4.1497	20.4909
O	8.7266	9.0122	22.4521
O	-0.8354	7.6968	-3.7227
O	5.5573	1.1531	19.4008
O	6.018	6.5156	19.3047
O	10.8884	13.9407	14.1694
O	4.9342	8.7615	18.6378
O	12.5993	8.4699	20.8264
O	7.0149	8.7545	20.3493
O	7.1442	0.6048	23.6982
O	9.1894	1.5686	22.225
O	9.7048	12.6313	16.2768
O	11.5571	8.1774	14.5249
O	14.17	4.4867	19.4747
O	5.8504	4.5001	17.6528
O	12.3988	5.6772	22.6562
O	5.6874	10.9847	17.4477
O	10.5267	6.7689	21.31

Results
free energy: -49984.991 eV
free energy less fixed offsets of O -463.61, Si -117.95 eV per atom: -23.261 eV
pressure: -1.74 GPa
stress xx, yy, zz, yz, xz, xy (GPa, positive in tension): 1.45, 2.06, 1.71, -0.16, -0.16, 0.78

Forces (eV/angstrom), in the order of the atoms: element, x, y, z
Si	0.6064	0.4327	-0.7819
Si	0.0525	-0.039	-0.4727
Si	0.3629	0.1693	-1.2513
Si	-0.0839	0.4683	-0.1976
Si	-0.0254	0.4131	-0.4662
Si	-0.3	-0.1296	-0.0364
Si	0.1828	0.1171	-0.4999
Si	-0.0798	-0.1028	-0.2203
Si	0.8903	-0.0422	-0.573
Si	0.0215	0.0049	0.1172
Si	0.4287	-0.1294	-0.1916
Si	0.0097	0.1558	-0.0642
Si	0.2184	-0.0722	-0.4684
Si	0.0056	-0.2205	-0.1585
Si	-0.5065	-0.0603	-0.5463
Si	-0.5558	0.1115	-0.1762
Si	-0.118	0.0413	0.2624
Si	0.1217	0.1203	0.0619
Si	-0.1721	0.1217	0.0481
Si	0.0925	-0.6381	-0.0163
Si	-0.069	-0.0667	-0.0277
Si	0.6919	-0.1628	0.6471
Si	0.5001	-0.3806	0.3665
Si	0.0637	-0.1145	0.2156
Si	-0.5751	-0.2559	-0.175
Si	0.2219	-0.0129	0.1911
Si	-0.8869	-0.2618	0.1908
Si	-0.1935	-0.1089	-0.0554
Si	-0.0206	-0.0206	-0.0278
Si	-0.0701	-0.0313	0.1391
Si	0.1663	0.2386	-0.2095
Si	0.0413	-0.0042	-0.2265
Si	0.0082	0.01	0.077
Si	-0.1479	0.1028	-0.05
Si	-0.1037	0.2727	-0.2015
Si	0.0078	-0.1866	-0.2251
Si	-0.0673	0.0022	-0.2323
Si	0.0813	0.0274	-0.1344
Si	-0.1393	0.0865	-0.0275
Si	0.1058	0.0496	-0.0289
Si	0.0691	0.0204	-0.0087
Si	0.3189	-0.1132	0.158
Si	-0.205	0.1769	-0.1019
Si	-0.1929	-0.2894	-0.0305
Si	0.0355	-0.0459	-0.1306
Si	-0.0462	0.155	0.0964
Si	-0.0915	-0.0932	0.0917
Si	0.0166	-0.0085	-0.1719
Si	0.1207	-0.0938	0.0232
Si	0.0619	0.0961	-0.0869
Si	-0.0846	0.0203	0.0477
Si	0.0754	-0.2369	0.0668
Si	-0.0479	0.0887	-0.0835
Si	0.073	0.1079	0.0983
Si	0.1094	0.0699	-0.1227
Si	0.0066	-0.0874	0.1591
Si	0.0842	0.0006	0.2455
Si	-0.1317	0.0358	-0.0886
Si	-0.1191	0.0623	-0.1559
Si	0.1459	-0.1526	0.074
Si	0.0003	0.0438	-0.0206
Si	0.0179	-0.0291	-0.0166
Si	0.082	0.0466	-0.1314
Si	-0.0362	-0.2117	-0.101
Si	0.2344	0.205	-0.3741
Si	-0.1873	0.0379	-0.0371
Si	0.1461	-0.205	0.0707
Si	0.1006	0.1459	-0.2234
Si	0.044	0.0894	-0.1256
Si	-0.1186	-0.0883	0.0342
Si	0.1274	-0.0163	-0.0163
Si	-0.0263	0.244	-0.1399
Si	-0.2459	0.1165	-0.0687
Si	0.0114	0.023	0.4628
Si	0.5759	-0.607	0.2634
Si	-0.1217	-0.1508	0.0683
Si	-0.1479	0.0134	0.2167
Si	0.2908	0.5901	0.0489
Si	-0.1685	-0.1213	-0.037
Si	0.0781	0.3353	0.5766
Si	-0.3142	-0.1331	0.2258
Si	0.0022	-0.024	0.2014
Si	0.1267	0.0187	0.1261
Si	0.5859	0.1106	0.1085
Si	0.0997	-0.1924	-0.2115
Si	-0.152	-0.6776	0.363
Si	-0.1574	0.716	0.6005
Si	-0.307	-0.1132	0.4542
Si	-0.002	0.0436	0.354
Si	-0.3774	-0.4857	-0.0557
Si	0.2244	0.096	0.039
Si	-0.2096	0.0201	0.1564
Si	-0.5373	0.1434	0.539
Si	-0.002	-0.081	0.5226
Si	0.0439	0.0631	0.5517
Si	-0.1028	-0.3744	-0.1936
Si	0.021	-0.0538	0.3953
Si	0.0042	0.1235	0.3957
Si	0.1111	-0.0628	0.3497
Si	-0.1019	-0.329	-0.1393
Si	0.1141	-0.1024	-0.2814
Si	0.197	-0.0538	-0.5091
Si	-0.1692	0.0556	-0.0258
Si	-0.1295	0.0067	-0.4353
Si	0.1895	0.0772	-0.0618
Si	0.0788	0.3215	0.7889
Si	-0.1364	0.2674	-0.1184
Si	-0.0448	0.0891	-0.0151
Si	0.0342	-0.1416	-0.3648
Si	0.0718	0.0193	0.1112
Si	0.0623	-0.1081	-0.5198
Si	-0.5889	0.0304	-0.2927
Si	0.0284	-0.0387	0.4502
Si	-0.0309	0.0913	-0.0724
Si	0.0565	0.0386	-0.2146
Si	0.1304	-0.1212	0.1366
Si	0.108	0.0635	-0.5638
O	-0.0415	-0.0228	0.4231
O	-0.1847	-0.0562	0.2115
O	0.1486	-0.093	0.2261
O	0.3122	-0.1785	-0.2041
O	0.1269	0.1958	-0.0343
O	0.1649	0.0733	0.3542
O	-0.1785	0.4063	0.4434
O	-0.7535	0.3598	-0.1852
O	0.5764	-0.2488	-0.1089
O	-0.0991	-0.1316	-0.2494
O	-0.0348	-0.1443	-0.5198
O	0.3786	-0.1293	-0.2821
O	0.1569	0.0799	-0.0479
O	-0.0163	-0.1991	-0.407
O	0.0212	-0.129	0.8242
O	0.1582	0.1119	0.5761
O	-0.1862	-0.086	0.1223
O	0.1906	0.1105	0.1926
O	-0.0433	0.1427	-0.0336
O	0.2464	-0.096	0.1363
O	-0.0146	-0.2536	0.2729
O	0.1108	-0.0496	0.4866
O	0.1512	0.3038	0.3168
O	-0.1545	-0.0937	0.2154
O	0.0558	0.0056	0.3678
O	-0.0322	-0.1601	-0.1303
O	-0.0851	-0.0593	-0.0065
O	-0.1618	-0.244	0.2047
O	-0.1857	-0.1613	-0.127
O	-0.0212	-0.012	-0.2021
O	0.1159	0.3779	-0.2318
O	-0.1424	0.0476	-0.264
O	-0.2758	-0.0064	-0.0171
O	0.009	-0.0569	0.021
O	0.4154	0.1841	0.0152
O	0.2032	0.0427	-0.3202
O	-0.3261	0.0723	0.0791
O	-0.0047	-0.1206	-0.1043
O	-0.1617	0.1095	0.2115
O	-0.0094	0.0361	-0.2165
O	-0.1596	-0.1197	-0.2953
O	0.0326	0.1333	0.0229
O	-0.1421	0.2292	0.2511
O	-0.1705	-0.1524	-0.3409
O	-0.2855	0.0018	0.144
O	0.1512	-0.0281	0.2815
O	-0.0565	-0.0214	-0.3552
O	-0.1681	0.0766	-0.4119
O	0.3483	0.0293	0.0082
O	0.1535	0.1321	-0.0739
O	-0.1456	-0.3614	0.2509
O	0.0818	-0.0013	-0.2213
O	-0.2185	-0.0067	0.1688
O	0.0578	-0.2092	0.3017
O	-0.139	0.081	-0.3099
O	0.0685	0.2345	-0.3479
O	0.053	0.1352	-0.3167
O	-0.1861	-0.1272	-0.178
O	-0.1654	0.096	-0.0498
O	0.1092	-0.1324	0.0811
O	0.3047	0.1806	0.169
O	0.0321	0.2025	0.1563
O	0.1619	-0.1128	0.2169
O	-0.2121	-0.271	-0.0779
O	0.0651	0.0718	0.0367
O	-0.1642	-0.0032	-0.0128
O	-0.0537	0.2385	0.0519
O	-0.2404	0.3101	-0.0005
O	-0.2766	0.0936	0.3787
O	0.2852	-0.1431	0.5587
O	-0.1596	0.065	0.3593
O	0.1868	-0.0082	-0.5287
O	0.2294	0.2208	-0.2599
O	-0.2355	-0.1511	0.1923
O	0.0849	-0.1128	-0.2626
O	-0.3758	-0.0336	0.0137
O	-0.2226	0.0066	0.1439
O	0.3883	0.1484	0.3477
